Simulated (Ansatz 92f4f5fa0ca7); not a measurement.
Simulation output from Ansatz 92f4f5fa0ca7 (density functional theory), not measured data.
Periodic cell of 351 atoms, Si241O110, from a study of silicon, its oxide and their interface. The atomic structure is a simulated model.
Doubt: the cutoff is far below the 930 eV that the study's wrapper takes by default for these files, so forces and energies are approximate.

Settings: functional PBE; potential files Ansatz PAW; basis plane waves; wave-function cutoff 580 eV; density cutoff ratio 5; exchange-correlation grid ratio 1; k mesh 1 x 1 x 1, Gamma-centred; self-consistency stop 5e-08 eV per atom in the density residual; occupations fixed; spin none; net charge 0.

Cell vectors (angstrom)
a, 11.6015, 0, 0
b, 0, 13.3963, 0
c, 0, 0, 41.0272

Atoms: element, x, y, z (angstrom)
Si, 0, 2.2327, 1.1851
Si, 3.8672, 2.2327, 1.1851
Si, 7.7343, 2.2327, 1.1851
Si, 1.9336, 5.5818, 1.1851
Si, 5.8008, 5.5818, 1.1851
Si, 9.6679, 5.5818, 1.1851
Si, 0, 8.9308, 1.1851
Si, 3.8672, 8.9308, 1.1851
Si, 7.7343, 8.9308, 1.1851
Si, 1.9336, 12.2799, 1.1851
Si, 5.8008, 12.2799, 1.1851
Si, 9.6679, 12.2799, 1.1851
Si, 1.9336, 1.1164, 1.9745
Si, 5.8008, 1.1164, 1.9745
Si, 9.6679, 1.1164, 1.9745
Si, 0, 4.4654, 1.9745
Si, 3.8672, 4.4654, 1.9745
Si, 7.7343, 4.4654, 1.9745
Si, 1.9336, 7.8145, 1.9745
Si, 5.8008, 7.8145, 1.9745
Si, 9.6679, 7.8145, 1.9745
Si, 0, 11.1635, 1.9745
Si, 3.8672, 11.1635, 1.9745
Si, 7.7343, 11.1635, 1.9745
Si, 1.9336, 1.1164, 4.3426
Si, 5.8008, 1.1164, 4.3426
Si, 9.6679, 1.1164, 4.3426
Si, 0, 4.4654, 4.3426
Si, 3.8672, 4.4654, 4.3426
Si, 7.7343, 4.4654, 4.3426
Si, 1.9336, 7.8145, 4.3426
Si, 5.8008, 7.8145, 4.3426
Si, 9.6679, 7.8145, 4.3426
Si, 0, 11.1635, 4.3426
Si, 3.8672, 11.1635, 4.3426
Si, 7.7343, 11.1635, 4.3426
Si, 0, 0, 36.6867
Si, 3.8672, 0, 36.6867
Si, 7.7343, 0, 36.6867
Si, 1.9336, 3.3491, 36.6867
Si, 5.8008, 3.3491, 36.6867
Si, 9.6679, 3.3491, 36.6867
Si, 0, 6.6981, 36.6867
Si, 3.8672, 6.6981, 36.6867
Si, 7.7343, 6.6981, 36.6867
Si, 1.9336, 10.0472, 36.6867
Si, 5.8008, 10.0472, 36.6867
Si, 9.6679, 10.0472, 36.6867
Si, 0, 0, 39.0548
Si, 3.8672, 0, 39.0548
Si, 7.7343, 0, 39.0548
Si, 1.9336, 3.3491, 39.0548
Si, 5.8008, 3.3491, 39.0548
Si, 9.6679, 3.3491, 39.0548
Si, 0, 6.6981, 39.0548
Si, 3.8672, 6.6981, 39.0548
Si, 7.7343, 6.6981, 39.0548
Si, 1.9336, 10.0472, 39.0548
Si, 5.8008, 10.0472, 39.0548
Si, 9.6679, 10.0472, 39.0548
Si, 0, 2.2327, 39.8442
Si, 3.8672, 2.2327, 39.8442
Si, 7.7343, 2.2327, 39.8442
Si, 1.9336, 5.5818, 39.8442
Si, 5.8008, 5.5818, 39.8442
Si, 9.6679, 5.5818, 39.8442
Si, 0, 8.9308, 39.8442
Si, 3.8672, 8.9308, 39.8442
Si, 7.7343, 8.9308, 39.8442
Si, 1.9336, 12.2799, 39.8442
Si, 5.8008, 12.2799, 39.8442
Si, 9.6679, 12.2799, 39.8442
Si, -4.9617, -6.1921, 26.1482
Si, 5.6653, 5.9561, 30.5851
Si, 11.2931, 5.8402, 21.935
Si, 3.9264, 2.4022, 32.7179
Si, 8.9607, 3.6331, 27.1944
Si, 6.5575, -2.5772, 30.0839
Si, 3.5371, 0.2206, 29.7015
Si, 1.7794, 12.2083, 23.37
Si, 2.671, 11.6163, 30.7105
Si, 4.4331, 9.9049, 30.866
Si, 3.8215, 9.1535, 32.9679
Si, 9.7493, 14.9289, 31.7412
Si, 1.4835, 4.1311, 30.7365
Si, 5.6934, 5.7025, 32.8933
Si, 13.4829, 7.9425, 28.9382
Si, 7.6123, 2.3979, 32.4351
Si, 5.7241, -0.294, 30.4521
Si, 12.6183, 10.188, 29.7914
Si, 5.208, 4.285, 14.5306
Si, 1.5716, 8.5741, 26.577
Si, 4.2805, 7.8598, 29.6618
Si, -3.2196, 10.4925, 31.6556
Si, 6.7301, 15.3397, 30.2806
Si, 5.7053, 12.5299, 32.7943
Si, 0.2372, 2.6503, 32.2481
Si, 3.371, -3.5948, 24.6509
Si, 8.8699, 1.5039, 29.413
Si, 1.9323, 5.4875, 32.7165
Si, 5.3618, 3.8009, 29.5283
Si, 9.6672, 5.5394, 32.849
Si, -0.7719, 10.3905, 31.5175
Si, 0.7842, 11.2067, 27.6817
Si, 7.7039, 8.4151, 32.449
Si, 2.0047, 12.4033, 32.8389
Si, 3.3402, 13.101, 27.4387
Si, 6.4153, 8.6759, 28.9003
Si, 1.9471, 1.3032, 33.3774
Si, 5.8382, 1.2951, 33.5866
Si, 9.7124, -0.0171, 33.5609
Si, -0.0023, 4.512, 33.6478
Si, 3.8389, 4.5249, 33.6422
Si, 7.6629, 4.5092, 33.444
Si, 1.846, 7.8089, 33.2839
Si, 5.7187, 7.9274, 33.6229
Si, 9.5324, 7.6789, 33.7191
Si, -0.1483, 11.6874, 33.4512
Si, 3.8618, 11.3504, 33.8113
Si, 7.8706, 11.83, 33.5132
Si, 1.9134, 1.1355, 35.8127
Si, 5.8054, 1.1378, 35.9293
Si, 9.6737, 1.0523, 35.8001
Si, -0.0072, 4.4584, 35.9666
Si, 3.8638, 4.4663, 35.9654
Si, 7.7354, 4.4578, 35.8454
Si, 1.9175, 7.8104, 35.771
Si, 5.8082, 7.8301, 35.9481
Si, 9.6528, 7.8215, 36.0074
Si, -0.0054, 11.1531, 35.8225
Si, 3.8778, 11.1898, 36.0767
Si, 7.7366, 11.1714, 35.8356
Si, 0.0077, -0.0282, 5.1316
Si, 3.8645, 0.1083, 5.1324
Si, 7.7266, -0.0095, 5.0847
Si, 1.9217, 3.3864, 5.1889
Si, 5.8249, 3.3484, 4.8798
Si, 9.6711, 3.3675, 5.0341
Si, 0.0141, 6.7017, 5.2758
Si, 3.869, 6.6726, 5.1004
Si, 7.7611, 6.6647, 5.2638
Si, 1.9382, 10.0747, 5.0828
Si, 5.7667, 9.9911, 5.1566
Si, 9.6501, 10.0305, 5.2035
Si, -0.0204, -0.186, 7.4941
Si, 3.8728, 1.6056, 7.0224
Si, 7.8811, -0.006, 7.4088
Si, 1.9621, 2.9039, 7.5471
Si, 5.7569, 3.0666, 7.1097
Si, 9.7192, 3.3823, 7.3385
Si, 0.1812, 6.7924, 7.8152
Si, 4.2612, 6.7098, 7.423
Si, 7.8782, 6.3581, 7.7566
Si, 1.9151, 10.3055, 7.3957
Si, 5.5322, 8.814, 7.2556
Si, 9.4897, 9.9391, 7.6284
Si, -0.1526, 2.0198, 8.0627
Si, 4.0261, 0.3522, 8.8606
Si, 9.6612, 3.8298, 10.7732
Si, -0.1138, 2.2747, 10.3789
Si, 2.3517, 6.666, 8.927
Si, 9.8987, 5.3378, 8.6369
Si, -0.2826, 8.7883, 12.3828
Si, 5.2889, 11.057, 9.9188
Si, 7.5461, 8.6078, 8.4574
Si, 1.9974, 12.4239, 8.4504
Si, 6.189, 12.9055, 8.9079
Si, 9.6286, 12.1705, 8.3865
Si, 0.0991, 0.0657, 13.7774
Si, 5.0964, 0.468, 11.9333
Si, 4.1328, -3.1815, 13.3489
Si, 5.8275, 5.1254, 8.1891
Si, 4.7438, 8.2317, 11.7568
Si, 11.6202, 9.1269, 8.3895
Si, -3.8329, 15.659, 7.9959
Si, 2.392, 5.357, 10.9491
Si, 3.2438, 8.8576, 18.8123
Si, -2.274, 12.4538, 10.7747
Si, 7.2198, 13.8102, 10.7893
Si, 11.5105, 13.5281, 11.414
Si, 2.0607, 3.1993, 10.0919
Si, 8.8824, 3.7609, 18.1064
Si, 10.6115, 2.0015, 25.1542
Si, -1.2261, 8.1631, 17.9233
Si, 3.8298, -1.5293, 11.6259
Si, 5.6305, 4.0541, 10.3077
Si, -1.7733, 4.1279, 13.1628
Si, 1.5505, 6.7503, 17.7467
Si, 12.4904, 9.6537, 10.5663
Si, -3.0487, 10.3283, 11.8082
Si, 7.63, 16.1186, 10.3037
Si, 12.4634, 5.8025, 12.7818
O, 7.4607, -4.2327, 15.0612
O, 24.1168, -11.2979, 17.5115
O, 8.116, 15.3817, 21.837
O, 12.0996, 7.1553, 21.3707
O, -2.6049, 9.5141, 26.6767
O, 15.2097, 8.5687, 23.6024
O, 19.4934, 10.9461, 13.1896
O, -4.1162, 1.3077, 13.8404
O, -2.0061, 20.8382, 19.1651
O, 0.5593, 15.8187, 24.9555
O, 10.0223, 10.3954, 22.3956
O, 25.6978, 21.872, 20.219
O, 6.9753, 9.3493, 20.208
O, -4.2591, 3.5848, 26.9868
O, -2.686, -12.5786, 15.9665
O, 9.6499, -10.2725, 25.8123
O, -8.8762, 16.675, 20.288
O, 16.0745, 11.9788, 27.0496
O, 9.8667, -1.6519, 16.7607
O, 1.6484, 3.3849, 15.2643
O, 7.0647, 8.6596, 17.6222
O, -20.6475, 8.0346, 17.5771
O, 0.1723, 12.1638, 23.1457
O, -0.7544, 23.0963, 18.2475
Si, -0.6128, 19.2638, 27.3034
Si, 5.4489, 24.9607, 25.8292
Si, 4.5045, 0.6002, 16.6104
Si, 18.6075, 1.1094, 18.3662
Si, -4.9044, -4.1116, 10.6294
Si, 1.6041, 1.947, 16.0338
Si, -5.301, 0.693, 24.0795
Si, 1.5663, 11.9335, 10.6911
Si, 4.6715, 19.1373, 11.7635
Si, 0.8451, -7.337, 24.7331
Si, 7.0614, 10.6562, 14.5561
Si, 5.8239, 14.6578, 13.9325
Si, 6.6054, 1.5741, 21.293
Si, 14.5647, 21.9792, 10.1628
Si, -11.3523, 12.9209, 19.5139
Si, 23.2111, 2.3127, 18.8758
Si, -0.3734, 10.9834, 17.2907
Si, 15.0339, 16.0518, 30.373
Si, 3.3464, 18.7384, 22.9358
Si, 8.0093, 5.1546, 15.454
Si, 9.0252, 14.6505, 14.392
Si, -0.3331, 8.2617, 32.3107
Si, 13.5447, 6.9946, 20.6348
Si, -3.8428, 7.2403, 30.3748
Si, 0.4532, 5.9517, 29.4021
Si, 4.1741, 2.2592, 25.576
Si, -2.7055, 27.8288, 22.943
Si, -10.4483, 23.9119, 14.563
Si, -5.4311, -4.0656, 18.7899
Si, -4.5073, -5.2057, 21.3563
Si, 3.9102, 23.2535, 8.5067
Si, 2.3341, 18.2547, 15.349
Si, 13.2865, 15.2706, 23.9073
Si, 16.5766, 7.6542, 23.5397
Si, -2.4781, 9.4788, 23.3826
Si, 10.55, -1.4958, 22.1148
Si, -10.4337, -10.2907, 20.89
Si, -3.3562, 10.7504, 25.9104
Si, 8.5529, 12.6954, 16.5255
Si, 4.0917, 15.4687, 10.5092
Si, 17.4553, 4.2626, 27.2477
Si, 15.558, 16.1952, 21.2797
Si, -1.6897, -13.7678, 27.1285
Si, 3.0698, -0.1898, 20.8298
Si, 7.8658, 8.1957, 16.2891
Si, 21.0654, 21.5214, 25.9355
Si, 8.8698, -7.1525, 20.0315
Si, 4.2848, 11.6116, 18.5088
Si, -1.3845, -20.1476, 30.8199
O, -8.8432, 10.1712, 14.319
O, 8.2274, 7.0543, 25.7776
O, 13.3034, 13.512, 19.9826
O, -10.801, 11.9907, 13.9669
O, -0.4798, -1.4324, 20.5967
O, -14.1936, 12.1508, 26.1168
O, 1.9212, 5.801, 14.0631
O, 0.287, 5.2559, 26.0555
O, 4.8059, -2.8668, 24.7701
O, 9.993, 8.5524, 24.4312
O, -0.3216, -7.4288, 23.5692
O, 23.2267, 7.2261, 17.509
O, 16.2, 3.5725, 26.4425
O, 13.5967, 0.2662, 24.0816
O, 13.3567, -7.2571, 19.2482
O, -5.587, 40.7809, 22.4719
O, 2.6786, -14.6353, 22.008
O, 13.8314, 10.89, 24.2146
O, -6.0275, 16.2192, 20.9608
O, -10.8398, 14.377, 14.9953
O, 1.292, 2.2377, 22.3359
O, -15.4421, 13.1355, 17.8773
O, -0.6691, 14.2457, 19.2402
O, -12.5933, 0.7421, 26.1822
O, 3.6458, 27.9829, 21.4727
O, 13.4541, 18.9672, 16.7101
O, 6.605, 4.3526, 15.3431
O, 14.736, 1.4258, 16.3038
O, -4.8361, 10.9479, 26.5329
O, -0.5953, 12.0569, 27.8085
O, 17.0362, 24.0371, 14.2952
O, 8.1555, 23.8294, 24.3038
O, -5.9093, 21.4657, 22.1483
O, 5.9714, 5.8122, 26.69
O, 5.3428, 0.3919, 15.2312
O, 21.7836, 1.7659, 23.5899
O, 15.7815, 12.5276, 19.8559
O, -15.6874, 11.8268, 15.5991
O, 12.0733, 25.4588, 18.1625
O, -0.2123, 31.429, 13.2292
O, -1.0052, 34.2267, 26.8878
O, 3.6315, 27.8376, 26.5309
O, -15.3486, -10.895, 18.223
O, -6.469, 16.1456, 14.0075
O, -17.6651, 1.9533, 24.7374
O, 9.72, 9.1828, 12.1717
O, 3.1235, 10.4585, 18.5424
O, -1.5671, 0.0464, 13.9039
O, 6.5259, 8.3539, 27.291
O, 3.9473, 18.0531, 15.4843
O, 35.45, 10.4861, 16.1143
O, -5.8598, 24.2637, 18.4309
O, -6.0652, 28.1353, 17.6527
O, 7.4518, 6.7856, 20.6168
O, -7.7844, -9.5452, 22.5132
O, 13.5045, 12.3267, 27.1654
O, -10.9912, 9.9426, 26.6109
O, 14.6053, 2.5985, 24.52
O, 9.032, 0.2198, 28.3783
O, 22.0054, 16.7305, 18.4868
O, 7.5638, 6.6634, 15.8625
O, 4.8136, -4.9663, 18.9243
O, 8.467, 4.9515, 19.136
O, -2.1699, 16.1834, 28.5221
O, 2.1587, 5.356, 24.0615
O, 0.4888, 17.9045, 21.4094
O, -5.7817, -0.5879, 24.885
O, -2.1451, 8.2877, 16.587
O, 7.9116, 27.6204, 24.2345
O, 16.2462, 6.0642, 23.5752
O, -4.8323, 0.7424, 19.9287
O, 21.3376, 2.6668, 13.9649
O, -0.0498, 7.16, 12.5515
O, -2.7609, 5.1386, 14.0324
O, -1.8021, 5.8181, 21.3081
O, 12.8026, 7.5687, 25.2958
O, 8.2672, -18.2798, 22.4193
O, 15.6796, -0.8622, 17.1917
O, 8.8921, -22.3969, 16.5976
O, 16.7638, 18.7381, 13.2997
O, -17.2805, 7.8467, 24.8414
O, -2.2391, 13.0083, 22.2929
O, 2.9655, 6.2032, 21.6042
O, 11.8497, 9.4033, 13.8022
O, -2.0682, 5.129, 27.4582
O, 3.0386, 9.1809, 26.1263

Results
free energy: -215750.749 eV
free energy less fixed offsets of O -568.88, Si -635.61 eV per atom: 8.061 eV

Forces (eV/angstrom), in the order of the atoms: element, x, y, z
Si, -0.0043, -0.0666, -0.0091
Si, 0.0281, 0.0411, -0.0045
Si, -0.0293, -0.0307, -0.0051
Si, 0.0256, -0.0689, -0.0619
Si, -0.0299, 0.0388, -0.0757
Si, -0.0171, -0.0871, -0.0319
Si, 0.0032, 0.052, 0.0331
Si, 0.0089, -0.0197, 0.1964
Si, -0.0238, -0.0015, 0.0173
Si, -0.0036, -0.0067, 0.0801
Si, -0.0171, 0.0965, -0.0923
Si, 0.0496, 0.047, 0.0243
Si, -0.1512, 0.1249, -0.0562
Si, 0.0905, -0.1805, 0.0101
Si, 0.0354, 0.0121, -0.0248
Si, 0.0906, 0.1752, -0.0444
Si, -0.1525, -0.0026, 0.0208
Si, 0.0962, 0.1703, -0.0362
Si, -0.0803, -0.061, -0.0471
Si, 0.1761, -0.2596, -0.0632
Si, 0.0427, -0.0731, -0.0549
Si, -0.127, -0.0826, 0.0015
Si, 0.1088, 0.2142, -0.0438
Si, -0.0868, -0.1117, -0.0518
Si, -0.2944, 0.4013, -0.1942
Si, 0.1256, -0.2326, -1.1286
Si, 0.1412, -0.1701, -0.1081
Si, 0.246, 0.4839, 0.0471
Si, -0.3737, -0.0679, -0.4762
Si, 0.4481, 0.5796, -0.617
Si, -0.1319, -0.136, 0.401
Si, 0.2463, -0.4871, -0.1999
Si, 0.0552, -0.1929, 0.8081
Si, -0.3265, -0.1913, -0.0595
Si, 0.1833, 0.3304, 0.5322
Si, -0.1236, -0.4489, 0.3386
Si, 0.0028, -0.1382, -0.3069
Si, -0.2149, 0.7051, 0.2485
Si, 0.1412, -0.0727, 0.0196
Si, -0.0299, -0.1743, 0.2313
Si, 0.1678, 0.1337, 0.2617
Si, -0.2225, -0.4154, -0.4894
Si, 0.2222, 0.1432, 0.0542
Si, -0.2286, 0.2325, -0.1847
Si, -0.1504, -0.2579, 0.2348
Si, -0.3283, -0.2764, -0.3862
Si, 0.4151, 0.0717, 0.2586
Si, -0.0177, 0.3932, -0.0732
Si, 0.0557, -0.0205, 0.0534
Si, -0.0619, 0.246, 0.0398
Si, 0.0056, 0.0039, 0.0033
Si, 0.0097, -0.0857, 0.0121
Si, 0.0438, 0.0687, -0.0112
Si, -0.0889, -0.2048, 0.0098
Si, 0.1018, 0.0309, -0.0185
Si, -0.1145, 0.0565, 0.0399
Si, -0.0769, -0.1087, 0.0081
Si, -0.1352, -0.0886, 0.0581
Si, 0.1772, 0.0947, 0.014
Si, -0.0073, 0.1214, 0.0199
Si, 0.0049, 0.0652, -0.0129
Si, -0.0216, -0.0413, 0.0761
Si, 0.0173, 0.0264, 0.0411
Si, -0.0231, 0.0452, 0.0093
Si, 0.0284, -0.0586, 0.0397
Si, 0.0173, 0.0881, -0.0749
Si, -0.0158, -0.0511, -0.0107
Si, 0.0128, -0.0064, -0.0917
Si, 0.0183, -0.0057, 0
Si, 0.0172, 0.0434, -0.0617
Si, 0.0184, -0.0784, -0.0108
Si, -0.0502, -0.0285, -0.0122
Si, -0.0669, 0.0717, 0.2112
Si, 0.0805, -0.0426, -0.0902
Si, 0.0086, -0.0078, 0.0086
Si, 0.0034, -0.0445, -0.0054
Si, -0.0025, -0.0244, 0.0259
Si, -0.0588, -0.0369, -0.0273
Si, -0.0491, 0.0297, 0.0029
Si, -0.0142, -0.0126, 0.027
Si, 0.0331, -0.0638, 0.0156
Si, -0.0384, 0.1739, 0.0964
Si, -0.0758, 0.1317, 0.0842
Si, 0.0358, -0.0029, -0.0099
Si, -0.0096, -0.0226, 0.0007
Si, -0.0207, 0.0319, 0.0179
Si, -0.0233, 0.0566, 0.0636
Si, -0.0251, -0.0065, -0.0048
Si, 0.0284, 0.0041, 0.0268
Si, -0.0089, 0.0282, -0.0047
Si, 0.0081, 0.0685, -0.0744
Si, 0.0094, 0.03, -0.0207
Si, 0.0148, -0.0567, 0.0087
Si, -0.0031, -0.0004, 0.0023
Si, 0.0265, -0.026, 0.0143
Si, 0.02, -0.0074, -0.0169
Si, -0.0231, 0.0003, 0.0049
Si, 0.0119, 0.0112, 0.0249
Si, 0.0154, 0.0008, 0.0125
Si, 0.0008, 0.042, 0.0253
Si, 0.0237, 0.0197, 0.03
Si, 0.007, 0.0161, 0.002
Si, 0.0402, -0.0127, -0.0008
Si, -0.0139, 0.0001, 0.0261
Si, -0.0121, 0.0013, -0.0094
Si, 0.0058, -0.0145, -0.0108
Si, -0.0053, 0.0026, 0.046
Si, 0.0434, -0.0219, -0.1165
Si, -0.0053, -0.0052, 0.0134
Si, 0.0031, 0.0066, -0.0119
Si, -0.0072, 0.0151, 0.0106
Si, -0.0002, -0.0191, -0.0006
Si, 0.0017, 0.0081, 0.0057
Si, -0.0241, -0.0096, -0.001
Si, -0.0098, -0.054, 0.0582
Si, 0.0139, -0.0381, 0.0043
Si, -0.0096, -0.0102, 0.0268
Si, 0.0098, 0.0025, 0.0023
Si, 0.0082, -0.165, -0.3094
Si, -0.0012, 0.0174, 0.011
Si, -0.002, -0.0096, -0.0063
Si, 0.0033, -0.0092, 0.0068
Si, -0.0049, -0.0042, 0.0113
Si, 0.0068, 0.0031, 0.0076
Si, 0.0041, -0.0003, 0.0155
Si, -0.0108, 0.0018, 0.0111
Si, -0.0259, -0.0195, -0.0016
Si, 0.0132, -0.0185, -0.0001
Si, 0.0092, -0.0016, 0.0088
Si, -0.0099, 0.0131, 0.0012
Si, 0.0042, -0.0775, 0.0436
Si, -0.0002, 0.0016, 0.0001
Si, -0.0014, 0.004, 0.0061
Si, 0.0005, -0.0178, 0.0249
Si, -0.0077, -0.0013, 0.0088
Si, -0.0089, -0.0251, 0.037
Si, -0.0045, 0.0133, -0.0161
Si, 0.0021, -0.0131, -0.0008
Si, 0.0087, 0.0081, 0.0029
Si, 0.0108, 0.0067, -0.0068
Si, -0.0009, 0.0036, 0.0034
Si, -0.0023, 0.0008, -0.0046
Si, -0.0022, -0.0103, 0.0162
Si, -0.0027, 0.0028, -0.0058
Si, 0.0275, -0.0006, -0.0005
Si, -0.0335, 0.0028, 0.0106
Si, 0.0234, 0.024, 0.016
Si, 0.0109, 0.0384, 0.0008
Si, -0.0182, 0.0176, 0.063
Si, -0.0313, 0.0109, -0.011
Si, 0.0005, 0.0126, 0.0136
Si, 0.0066, 0.009, -0.0039
Si, 0.0096, -0.0097, 0.0035
Si, 0.0015, 0.0139, 0.0147
Si, -0.0002, 0.0221, 0.0047
Si, -0.0132, -0.0106, 0.0041
Si, -0.0174, -0.0095, -0.0022
Si, -0.0263, 0.0012, 0.0163
Si, 0.0074, 0.0133, 0.0081
Si, 0.0296, 0.0121, -0.0017
Si, -0.0219, -0.0198, -0.0066
Si, 0.0026, 0.0011, 0.0074
Si, 0.0016, -0.0146, 0.0643
Si, -0.0016, -0.0299, 0.0117
Si, 0.0032, 0.0146, 0.0041
Si, 0.0291, -0.0064, -0.0103
Si, 0.0054, 0.0121, -0.0253
Si, 0.0012, 0.0114, 0.0078
Si, -0.0131, 0.0011, -0.0058
Si, 0.0033, -0.0681, -0.0268
Si, -0.0005, -0.006, 0.0323
Si, 0.0022, 0.0053, -0.0083
Si, -0.0201, 0.0025, 0.0007
Si, 0.0157, -0.001, -0.0314
Si, -0.0002, -0.0139, 0.0084
Si, 0.0212, 0.0124, -0.0058
Si, 0.0013, -0.0011, 0.0057
Si, -0.0114, -0.0162, 0.0331
Si, 0.0315, 0.0391, 0.0258
Si, -0.0166, -0.0214, 0.0083
Si, -0.0438, -0.022, -0.0246
Si, 0.0195, 0.007, -0.0118
Si, 0.0014, -0.0065, 0.038
Si, 0.0076, 0.0063, -0.0035
Si, 0.0022, 0.0188, -0.0217
Si, -0.0371, -0.0229, 0.026
Si, -0.0148, -0.0115, 0.0006
Si, -0.0076, -0.0147, -0.0212
Si, 0.0099, -0.0008, -0.0335
Si, 0.0066, 0.0102, -0.0093
Si, 0.0062, -0.0122, -0.0095
Si, -0.0137, 0.004, -0.0107
O, -0.0027, 0.0103, 0.0234
O, 0.0006, 0.0035, -0.0072
O, -0.0066, -0.0108, 0.0027
O, 0.0007, 0.0016, -0.0009
O, 0.0563, 0.0453, -0.0733
O, 0.0148, 0.0085, 0.0056
O, 0.0023, -0.0147, -0.0002
O, -0.007, -0.0018, 0.0131
O, -0.0095, -0.0203, 0.0193
O, -0.0066, -0.0024, -0.0124
O, -0.0151, 0.0139, 0.0213
O, 0.0017, -0.0063, 0.0016
O, -0.0045, -0.0016, 0.0086
O, 0.0181, -0.0065, -0.0058
O, 0, 0.0243, -0.0101
O, 0.0009, 0.0005, -0.0013
O, 0.0157, -0.0079, 0.017
O, 0.0078, -0.0005, -0.0314
O, -0.0059, 0.0045, 0.0101
O, 0.0058, 0.0243, 0.0109
O, 0.0097, -0.004, -0.0054
O, 0.0003, -0.0001, 0.0086
O, -0.0267, -0.0184, -0.0379
O, -0.0002, 0.0004, 0.0038
Si, 0.0012, -0.0155, 0.0088
Si, 0.0144, 0.0475, -0.0765
Si, -0.0165, 0.0112, 0.0162
Si, -0.0089, -0.0083, 0.0153
Si, 0.0254, 0.0082, 0.0016
Si, 0.008, -0.0083, -0.0062
Si, 0.0022, -0.0264, 0.0497
Si, -0.0115, 0.0285, 0.0131
Si, 0.0514, -0.0249, 0.1106
Si, 0.0123, 0.0087, 0.0259
Si, -0.0039, 0.0033, -0.0405
Si, 0.0143, 0.0143, 0.0398
Si, 0.0085, -0.0043, -0.0031
Si, 0.0029, -0.0467, 0.0352
Si, 0.0009, 0.0021, 0.0005
Si, -0.0106, -0.0136, -0.026
Si, -0.015, 0.0031, 0.0088
Si, -0.0007, -0.0218, 0.0295
Si, -0.0006, 0.0076, 0.0195
Si, 0.0215, 0.0128, -0.013
Si, 0.003, 0.0185, -0.0257
Si, 0.0134, 0.0155, 0.0186
Si, 0.0038, 0.0042, 0.0057
Si, -0.0486, 0.007, 0.0004
Si, 0.007, -0.0128, 0.0004
Si, 0.0097, -0.0012, 0.0432
Si, -0.0062, -0.0185, 0.0314
Si, -0.0159, -0.0231, -0.0271
Si, -0.0037, 0.0023, -0.0017
Si, -0.0021, 0.0048, 0.0248
Si, -0.0015, -0.0139, -0.0498
Si, 0.0018, 0.01, 0.0037
Si, -0.0135, 0.0006, 0.0087
Si, 0.0034, -0.0061, 0.0301
Si, 0.0167, 0.0056, -0.0012
Si, 0.0259, -0.0239, 0.0543
Si, -0.0034, -0.011, 0.0139
Si, 0.0173, -0.0261, 0.0432
Si, 0.0112, 0.0008, 0.0134
Si, 0.0219, 0.0253, -0.0496
Si, -0.0073, 0.015, -0.0004
Si, -0.008, -0.0043, -0.0028
Si, -0.0054, -0.0049, 0.0284
Si, -0.0029, -0.0057, 0.0013
Si, 0.012, -0.0176, 0.0057
Si, -0.0872, -0.033, 0.017
Si, 0.0123, 0.0056, -0.0056
Si, 0.0043, 0.0007, 0.0022
Si, 0.0089, 0, -0.0149
O, 0.0128, 0.0141, 0.0013
O, 0.0441, 0.0724, 0.0052
O, 0.0004, -0.0026, 0.0093
O, -0.0006, 0.015, 0.0019
O, -0.0022, -0.0075, 0.0106
O, -0.0052, -0.0169, -0.0054
O, 0.0045, -0.0119, 0.0393
O, 0.0031, 0.0011, 0.0002
O, 0.014, 0.0271, 0.0749
O, -0.0493, -0.0065, 0.0181
O, 0.005, -0.001, 0.0021
O, 0.0209, -0.0134, 0.0147
O, 0.0178, -0.0051, -0.0068
O, -0.0053, -0.0105, -0.0076
O, -0.0016, 0.0028, -0.0098
O, -0.0026, 0.0038, 0.0096
O, 0.002, -0.0033, -0.0019
O, 0.0258, 0.0082, -0.007
O, -0.0032, 0.0024, 0.0102
O, -0.005, -0.0037, 0.0015
O, 0.0095, 0.0012, 0.0092
O, -0.0013, 0.0111, -0.0052
O, 0.0033, 0.0066, 0.0092
O, 0.0089, 0.0055, -0.0117
O, 0.0041, 0.0044, 0
O, 0.0107, 0.0095, -0.0265
O, -0.0365, -0.0046, 0.0051
O, 0.0004, -0.0025, 0.0077
O, 0.0024, 0.0165, -0.0452
O, 0.0248, -0.0106, -0.0123
O, -0.0014, 0.0035, -0.0004
O, 0.0058, 0.0058, 0.0171
O, 0.0063, -0.0028, 0.0079
O, 0.0311, 0.0857, -0.0214
O, 0.0152, 0.0264, -0.0178
O, -0.0044, -0.0097, 0.002
O, -0.0026, -0.0015, 0.005
O, -0.0203, -0.0122, 0.0019
O, 0.0035, -0.0014, -0.002
O, 0.0135, 0.003, 0.0027
O, -0.0192, -0.0031, -0.016
O, -0.0029, -0.0068, -0.0244
O, 0.0004, 0.0081, 0.0007
O, -0.0009, -0.0068, 0.0067
O, -0.0107, -0.0118, -0.0082
O, -0.0355, 0.031, -0.0052
O, -0.0026, -0.0033, 0.0059
O, 0.0133, -0.0002, 0.0018
O, 0.0479, -0.147, 0.0974
O, -0.0074, 0.009, -0.0285
O, 0.0276, 0.001, -0.0157
O, -0.0017, 0.0048, 0.0068
O, 0.0139, -0.0061, 0.0052
O, 0.0045, -0.0032, 0.0032
O, -0.0036, 0.0023, 0.0011
O, 0.0173, -0.0056, 0.0002
O, 0.0184, -0.025, 0.003
O, 0.0029, -0.0059, -0.0155
O, -0.0151, 0.0118, 0.0063
O, -0.0108, 0.0037, 0.0122
O, 0.004, 0.0154, 0.0119
O, -0.0032, -0.0013, 0.0037
O, 0.0087, 0.0053, 0.0077
O, -0.0088, -0.0013, -0.0057
O, -0.0135, -0.001, 0.001
O, -0.006, 0.0123, 0.0063
O, -0.0422, -0.1163, 0.0315
O, -0.0143, 0.0008, -0.0003
O, 0.0088, -0.0119, -0.031
O, 0.0037, 0.0048, -0.0053
O, 0.0071, 0.0078, -0.0184
O, -0.0164, -0.0203, 0.012
O, 0.0218, -0.012, 0.009
O, 0.0113, 0.0041, -0.0021
O, -0.008, 0.0046, -0.0115
O, 0.0041, 0.0049, 0.016
O, 0.0128, 0.0136, 0.0044
O, 0.0081, -0.003, 0.0034
O, -0.0106, -0.0032, 0.0212
O, -0.0532, -0.0323, -0.0212
O, 0.0104, -0.0162, 0.0214
O, 0.0107, 0.0067, 0.0095
O, 0.0003, -0.0059, -0.0059
O, 0.0149, 0.0138, -0.0134
O, -0.0107, 0.0073, -0.0089
O, -0.0216, -0.0202, -0.0029

The program warned: the cutoff lies below the one the program advises for these potential files; the exchange-correlation potential is rough where the density is thin.
